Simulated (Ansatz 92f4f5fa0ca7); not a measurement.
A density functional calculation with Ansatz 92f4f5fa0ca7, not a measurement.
Periodic cell of 184 atoms, Si120O64, from a study of silicon, its oxide and their interface. The atomic structure is a simulated model.

Settings: functional r2SCAN; potential files Ansatz PAW; basis plane waves; wave-function cutoff 800 eV; density cutoff ratio 5; exchange-correlation grid ratio 1; k mesh 1 x 1 x 1, shifted by 0.5 0.5 0 of a step; self-consistency stop 1e-10 eV per atom in the density residual; occupations fixed; spin none; net charge 0.

Cell vectors (angstrom)
a 10.888 0 0
b 0 10.888 0
c 0 0 27.1529

Atoms and the computed forces on them: element, x, y, z (angstrom), force x, y, z (eV/angstrom)
Si 0.3067 -0.0461 0.0503 -0.0143 0.0144 -0.0712
Si 3.019 2.6785 0.1429 -0.0079 0.0081 -0.0819
Si -0.2882 5.9051 -0.0143 0.0099 -0.0071 -0.0842
Si 2.5124 8.6271 0.0407 0.0158 -0.0066 -0.0662
Si 5.1349 0.3471 0.16 0.0041 -0.0114 -0.0869
Si 7.8392 3.0759 0.1412 0.0097 -0.016 -0.0647
Si 5.8538 5.4571 0.1654 -0.0051 0.015 -0.0598
Si 8.4582 8.238 -0.0247 -0.0067 0.019 -0.0933
Si 1.4145 1.5129 1.3975 0.0022 -0.0011 0.0041
Si 4.1671 4.2881 1.3726 0.0004 -0.0037 0.0035
Si 1.3572 6.9685 1.2813 -0.0021 0.0005 0.004
Si 4.0354 9.6639 1.4744 0.0003 0.0002 0.004
Si 6.7509 1.4786 1.4378 -0.0023 0.0003 0.0043
Si 9.5318 4.23 1.3032 -0.0016 0.0022 0.0047
Si 6.9464 7.0404 1.4244 0.0036 -0.0001 0.0018
Si 9.6097 9.7055 1.3699 -0.0002 -0.0018 0.0055
Si -0.0228 2.8385 2.6807 -0.0013 0.0002 -0.001
Si 2.7042 0.1338 2.8353 -0.0008 -0.0006 -0.0001
Si 0.0175 8.2716 2.7421 -0.0006 0 -0.0003
Si 2.705 5.5794 2.6606 -0.0001 -0.0003 -0.0006
Si 5.416 2.8471 2.8021 -0.0001 0.0012 -0.0005
Si 8.1698 0.1065 2.7103 -0.0002 0 -0.0015
Si 5.4392 8.2621 2.7349 -0.0012 -0.0002 -0.0002
Si 8.235 5.5819 2.7713 -0.001 -0.0016 -0.0007
Si 1.3727 4.1685 4.0344 -0.0002 -0.0002 0.0009
Si 4.0863 1.4645 4.1635 0 0.0003 0.001
Si 1.3593 9.5986 4.1318 -0.0008 -0.0001 0.0008
Si 4.0762 6.8737 4.0653 -0.0009 -0.0002 0.0012
Si 6.8371 4.1819 4.1016 -0.0003 -0.0003 0.0001
Si 9.529 1.4488 4.0649 -0.0004 -0.0004 0.0012
Si 6.8191 9.6049 4.0769 -0.0003 0.0001 0.0011
Si 9.5891 6.8919 4.1348 0.0001 0.0009 0.0003
Si -0.0394 0.0491 5.4476 -0.0001 0 0.0005
Si 2.6831 2.795 5.4635 0.0004 0.0003 0.0008
Si 0.0401 5.4843 5.4544 0.0003 -0.0002 0.0007
Si 2.7295 8.202 5.4545 -0.0004 -0.0003 0.0008
Si 5.4576 0.0479 5.459 -0.0002 -0.0005 0.0009
Si 8.1723 2.7718 5.4503 0.0002 -0.0004 0.0006
Si 5.4169 5.4915 5.4371 -0.0002 0.0003 0.0003
Si 8.1561 8.2152 5.4499 -0.0007 0.0005 0.0008
Si 1.3352 1.3826 6.797 -0.0002 -0.0001 0.0009
Si 4.081 4.109 6.8177 -0.0008 -0.0002 0.0007
Si 1.4046 6.8035 6.8264 0.0002 0 0.0005
Si 4.1003 9.5393 6.8021 0 0 0.0009
Si 6.8296 1.3717 6.817 -0.0001 0 0.0006
Si 9.5572 4.1029 6.7965 -0.0001 -0.0004 0.0009
Si 6.7911 6.8244 6.7907 -0.0003 0 0.0008
Si 9.5154 9.5515 6.8232 -0.0003 0 0.0006
Si -0.015 2.7103 8.1747 -0.0002 -0.0001 0.0009
Si 2.6818 -0.0294 8.1245 0 -0.0001 0.0012
Si -0.0169 8.1258 8.14 -0.0005 0.0003 0.0009
Si 2.7343 5.4264 8.217 -0.0003 0.0001 0.0012
Si 5.4251 2.6918 8.1482 -0.0002 -0.0001 0.0008
Si 8.1593 -0.0064 8.208 -0.0006 -0.0001 0.0011
Si 5.4418 8.1601 8.1699 -0.0004 0.0002 0.0008
Si 8.1364 5.4149 8.1233 -0.0001 -0.0001 0.0012
Si 1.3714 4.0083 9.5496 -0.0004 -0.0002 0.0008
Si 4.0569 1.2905 9.4726 0.0001 -0.0006 0.0002
Si 1.337 9.4716 9.4928 0.0001 0.0003 0.0006
Si 4.1214 6.778 9.5532 -0.0001 -0.0002 0.0009
Si 6.8229 4.0067 9.4976 -0.0004 -0.0003 0.0006
Si 9.5216 1.3584 9.5608 0.0001 -0.0005 0.0008
Si 6.8135 9.4697 9.5534 -0.0004 -0.0002 0.0009
Si 9.5034 6.7375 9.48 0.0002 0.0001 0.0005
Si -0.0302 -0.076 10.8567 0.0003 -0.0011 0.0006
Si 2.7218 2.5833 10.8908 0.0008 -0.0008 0.0002
Si -0.0922 5.3146 10.8385 -0.0007 0.001 0.001
Si 2.6924 8.1107 10.8666 -0.0009 0.0004 0.0009
Si 5.3947 -0.0652 10.8461 -0.0008 0.0011 0.0007
Si 8.131 2.6637 10.9565 -0.0008 0.0007 0.0008
Si 5.5044 5.3579 10.8564 0 -0.0017 0.0007
Si 8.1814 8.0597 10.8949 0.0008 -0.0006 0.0007
Si 1.3704 1.1594 12.2545 0 0.0018 0.0004
Si 4.1397 3.959 12.1555 -0.0015 -0.0003 -0.0002
Si 1.2612 6.6943 12.1 0.001 -0.0007 0.0003
Si 4.0862 9.4434 12.2282 -0.0003 -0.0015 -0.0002
Si 6.7189 1.2571 12.2486 0.0008 -0.0003 0
Si 9.525 3.9755 12.3571 -0.0015 -0.0018 0.0005
Si 6.9292 6.5932 12.2676 -0.0003 0.0025 -0.0004
Si 9.4796 9.4827 12.2348 -0.0008 -0.0008 -0.0016
Si -0.0734 2.4127 13.6088 0.0013 -0.0006 0.006
Si 2.7517 -0.1465 13.7009 -0.0001 0.0003 0.0051
Si -0.001 8.0974 13.496 -0.0007 0.0007 0.0058
Si 2.5784 5.2113 13.3244 0 -0.0001 0.005
Si 5.4555 2.6703 13.6518 -0.0003 -0.0006 0.0042
Si 7.946 -0.2086 13.6228 -0.0005 0.0013 0.0045
Si 5.4279 7.9184 13.4245 0.0004 -0.0025 0.0049
Si 8.2653 5.3362 13.8804 0.0007 -0.0015 0.0055
Si 1.5295 3.6461 14.7263 0.0065 -0.0126 -0.0756
Si 3.8561 1.5324 14.9356 -0.0098 0.0095 -0.0857
Si 1.6799 8.9818 14.8748 0.0088 0.0016 -0.0753
Si 3.8339 6.6694 14.5552 -0.009 0.0111 -0.0661
Si 7.0719 3.6581 15.1025 0.0153 -0.0025 -0.0967
Si 9.161 1.2713 14.9218 -0.0047 0.0166 -0.084
Si 6.8258 8.9723 14.9415 0.0197 0.0016 -0.0862
Si 9.4212 7.1222 15.0397 -0.0167 -0.0099 -0.0795
Si 21.9355 -4.5274 19.4004 0.0202 0.0284 -0.181
Si 35.5567 25.98 24.6428 0.0136 -0.0093 -0.1631
Si -20.5326 45.3317 21.7142 0.0045 -0.003 -0.1882
Si -28.5799 -26.6467 17.3949 -0.0024 0.0064 -0.1388
Si 11.011 15.4197 24.4088 -0.0201 -0.007 -0.1929
Si 44.9282 23.2516 18.69 -0.0133 0.002 -0.1773
Si -24.2679 -26.8815 19.8965 -0.0096 0.0103 -0.154
Si 5.4453 8.285 22.9678 0.0203 0.0057 -0.1941
Si -0.3648 48.1526 21.5908 -0.0069 0.0314 -0.2096
Si 9.6562 12.7291 25.1817 0.0095 0.0116 -0.1665
Si 18.855 -12.4199 24.1104 -0.0025 0.008 -0.1807
Si 18.697 43.5531 20.2468 -0.0239 0.0009 -0.1835
Si -6.9233 0.5936 17.845 0.0065 -0.0165 -0.166
Si -16.232 -21.7873 24.2572 -0.0108 0.0171 -0.1699
Si -15.1409 -13.7082 20.3728 0.0321 -0.0165 -0.196
Si -1.1828 22.0687 22.6538 0.0179 0.0027 -0.198
Si 43.679 -2.5808 17.3599 0.0061 0.0028 -0.1651
Si -6.7573 24.1801 22.7957 -0.0064 -0.0128 -0.2013
Si 9.625 21.8413 17.8519 0.0295 -0.0112 -0.1793
Si -16.2478 -8.8095 20.0255 0.0115 0.0034 -0.2015
Si 1.3574 15.3149 17.5805 0.0158 0.0093 -0.1586
Si 17.3668 4.3571 18.1646 -0.0319 0.0028 -0.1789
Si 5.2607 -2.1531 17.7319 -0.0197 0.0139 -0.1733
Si -6.745 -25.7965 25.2326 0.0004 -0.013 -0.1526
O 7.1289 10.7441 -3.1845 -0.0066 0.0005 0.0571
O 4.0956 12.4164 -0.2307 -0.0023 0.0022 0.0437
O -13.6224 -1.9634 -1.491 0.0158 -0.034 0.1393
O 9.1059 26.3913 -6.3778 0.0369 -0.0306 0.0849
O -14.1687 -1.5544 -6.5185 0.0017 0.0001 0.069
O 0.9022 18.467 -8.5434 -0.0013 -0.0346 0.0867
O -31.0142 46.5194 -8.9935 -0.0036 -0.038 0.0689
O 11.2805 0.5555 -4.792 -0.0288 -0.0179 0.0737
O 15.483 -0.8091 -8.8649 0.0013 0.0056 0.0584
O -16.427 -24.5034 -5.7983 -0.0308 0.0066 0.1357
O 11.2271 3.1344 -5.6014 0.0005 -0.0037 0.0669
O 21.1466 -25.5078 -10.6912 0.0303 0.0198 0.099
O 9.9877 9.3882 -9.1871 -0.0172 0.0203 0.0599
O 14.0468 -5.2728 -1.8171 0.0111 0.0216 0.0527
O -10.0003 15.2597 -11.1182 -0.0021 0.0166 0.1135
O -14.7474 19.1123 -3.7563 0.0233 0.0149 0.0798
O 2.3534 0.501 17.8463 -0.0215 0.0146 0.0608
O -12.5202 12.334 23.6827 -0.0059 0.0333 0.1178
O 4.3961 12.5679 18.9462 0.0324 0.0303 0.1022
O -3.6128 -4.2714 20.6955 -0.0191 0.0205 0.0661
O 8.9463 0.535 21.2481 0.0472 0.0037 0.124
O 58.5453 25.5421 23.6746 -0.0195 0.0376 0.0903
O 23.3555 4.3664 23.7347 0.0146 0.0037 0.0758
O -17.3186 38.4922 15.8207 0.0052 -0.0123 0.1016
O -0.7612 4.9742 23.1259 0.0129 -0.0023 0.1445
O 15.7311 -8.2287 21.3658 -0.0436 0.0088 0.1452
O -7.5329 8.1179 25.8807 -0.0335 0.0296 0.0783
O 9.4391 -25.6741 26.7961 -0.0019 0.0001 0.0361
O 16.33 21.4928 25.843 -0.0101 0.0041 0.129
O 16.8851 9.1373 16.3403 -0.0377 -0.0072 0.1213
O 28.2103 24.9517 19.2623 -0.0105 -0.0421 0.0886
O 9.5234 6.8752 19.5139 -0.0194 -0.0167 0.061
O 2.7116 2.6549 15.2933 0.0016 -0.0003 0.0446
O -5.7246 5.2793 18.328 0.0214 -0.0131 0.0613
O 13.4058 -7.718 25.8227 0.002 -0.0316 0.1104
O 1.7372 -20.4217 20.2433 -0.0073 0.0095 0.1507
O -11.0385 1.0367 18.4832 0.0234 0.0139 0.063
O 2.8117 18.7138 15.0932 -0.0022 -0.001 0.0415
O 17.1954 19.034 18.7946 0.0383 -0.0144 0.1263
O -1.372 0.4699 16.2901 0.014 -0.0324 0.1358
O 19.207 23.9898 25.9926 -0.0323 0.0241 0.0829
O -19.1241 -5.5107 17.7199 -0.0133 -0.0065 0.0461
O 4.5856 -3.7485 23.704 -0.0313 -0.0288 0.1053
O 10.564 3.1559 25.0969 -0.0113 -0.0175 0.0657
O 4.9547 12.2538 23.7063 0.0257 -0.0394 0.0827
O -21.612 -27.5951 18.4262 -0.0259 0.0217 0.0831
O 7.8066 16.0803 18.5149 0.0318 0.0219 0.0844
O -9.4911 31.5002 26.6644 -0.001 -0.001 0.0348
O 15.6945 20.5818 23.4375 0.0068 0.023 0.0696
O 20.244 -12.0586 23.3178 -0.0255 -0.025 0.0798
O -9.7838 -1.7155 16.3913 -0.0284 -0.0099 0.0933
O 32.2505 11.527 25.8964 0.0299 -0.0343 0.0888
O 0.2191 5.5729 25.6223 -0.009 0.0315 0.1148
O 24.3675 1.9419 22.5902 0.0357 0.0143 0.0764
O 8.2582 11.1328 18.6994 -0.0402 -0.0012 0.1127
O 17.7027 4.2459 26.7516 -0.0013 0.0019 0.0335
O -2.6748 -8.3686 15.3521 -0.0026 -0.0007 0.0396
O -10.3108 5.7643 20.8694 -0.0086 -0.0422 0.1117
O -15.3533 11.692 20.4452 0.0091 -0.0078 0.0627
O -5.4329 17.3142 26.0576 0.0318 -0.0252 0.0779
O -17.3042 -9.8851 16.3552 -0.0013 -0.0208 0.1235
O -2.7556 18.9714 15.3421 0.0015 0.0012 0.0384
O -4.3656 -6.9751 16.6124 -0.0149 0.0157 0.139
O -28.5648 29.3913 17.6233 0.0124 0.0126 0.0539

Results
free energy: -113257.717 eV
free energy less fixed offsets of O -570.45, Si -639.56 eV per atom: -1.717 eV

The program warned: the cutoff lies below the one the program advises for these potential files; the forces do not sum to zero within the program's tolerance; empty levels may hold ghost states of the PAW files; the exchange-correlation potential is rough where the density is thin.
